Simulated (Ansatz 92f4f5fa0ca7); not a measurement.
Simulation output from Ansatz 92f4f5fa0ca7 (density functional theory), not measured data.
Periodic cell of 215 atoms, Si132O82B1, from a study of silicon, its oxide and their interface. The atomic structure is a simulated model.
Doubt: the cutoff is far below the 930 eV that the study's wrapper takes by default for these files, so forces and energies are approximate.
This geometry differs little from another in the collection (a relaxation step or a small displacement).

Settings: functional PBE; potential files Ansatz PAW; basis plane waves; wave-function cutoff 580 eV; density cutoff ratio 5; exchange-correlation grid ratio 1; k mesh 1 x 1 x 1, Gamma-centred; self-consistency stop 5e-08 eV per atom in the density residual; occupations fixed; spin none; net charge -1 e, with a uniform compensating background and no finite-size correction.

Cell vectors (angstrom)
a, 10.938, 0, 0
b, 0, 10.938, 0
c, 0, 0, 31.5432

Atoms and the computed forces on them: element, x, y, z (angstrom), force x, y, z (eV/angstrom)
Si, 10.4347, 0.5734, 24.3616, 0.0013, -0.0023, -0.0036
Si, 6.0419, 10.497, 24.1721, -0.0025, -0.0005, -0.0039
Si, 2.1304, 3.2463, 24.1028, 0.0005, -0.0011, -0.0042
Si, 8.7046, 2.2559, 24.33, -0.0008, 0.0018, -0.0041
Si, 0.5016, 5.0493, 24.1868, -0.0017, 0.0005, -0.0035
Si, 5.0513, 5.8907, 24.2127, 0.0011, -0.0021, -0.0035
Si, 3.398, 7.6476, 24.1825, -0.0001, 0.0025, -0.0038
Si, 7.8289, 8.8241, 24.0159, 0.0012, 0.0005, -0.0038
Si, 1.343, 1.4782, 25.4763, -0.0011, -0.0006, -0.0006
Si, 6.919, 1.2979, 25.5183, 0.0008, 0.0002, -0.0006
Si, 4.0259, 4.0992, 25.3464, 0.0002, 0.0008, -0.0003
Si, 9.6697, 4.0926, 25.4481, 0, -0.0004, 0.0001
Si, 1.4982, 6.8131, 25.3888, 0.0001, -0.0005, -0.0007
Si, 6.8975, 6.9415, 25.2614, -0.0011, -0.0004, 0.0003
Si, 4.2334, 9.5257, 25.3758, 0.0002, -0.0004, -0.0006
Si, 9.5275, 9.64, 25.4563, 0.0007, 0.0006, -0.0011
Si, 2.7784, 0.0064, 26.6718, 0.0001, -0.0001, 0.0054
Si, 8.2236, -0.0287, 26.9686, 0.0001, 0, -0.0122
Si, 0.0202, 2.7652, 26.9469, 0.0004, 0.001, -0.012
Si, 5.4488, 2.7328, 26.6872, -0.0006, 0.0006, 0.0051
Si, 2.7601, 5.4375, 26.8624, 0.001, 0.0003, -0.0077
Si, 8.2266, 5.5219, 26.6544, -0.0008, 0, 0.0053
Si, 0.0418, 8.2111, 26.6732, -0.0015, -0.0009, 0.0053
Si, 5.561, 8.1895, 26.827, -0.0004, -0.0006, -0.0056
Si, 4.1102, 1.3698, 28.1026, 0.0005, -0.0017, -0.0017
Si, 9.5941, 1.367, 28.2656, 0.0004, 0.0007, 0.0176
Si, 1.3963, 4.1202, 28.2643, 0.0006, 0.0029, 0.0174
Si, 6.8336, 4.1332, 28.0484, 0.0005, 0.0013, -0.0053
Si, 4.1594, 6.8161, 28.1758, 0.0041, -0.0006, 0.006
Si, 9.5981, 6.8532, 28.0787, 0.0017, -0.0008, -0.0027
Si, 1.3894, 9.5893, 28.0762, 0.0021, -0.0001, -0.0047
Si, 6.8553, 9.5344, 28.2711, -0.004, -0.0039, 0.017
Si, 0.044, -0.0245, 29.5647, -0.0019, 0.0013, -0.001
Si, 5.4457, 0.009, 29.521, 0.0007, 0, -0.0034
Si, 2.7724, 2.7143, 29.5629, -0.0003, 0.001, -0.0032
Si, 8.168, 2.7687, 29.4991, 0.0018, -0.0014, -0.0001
Si, -0.0132, 5.5083, 29.5224, 0.0002, -0.0007, -0.0033
Si, 5.5079, 5.4406, 29.5421, -0.0017, 0.0011, -0.0002
Si, 2.7515, 8.2167, 29.474, -0.002, 0.0011, 0.0013
Si, 8.263, 8.1634, 29.569, -0.001, 0.0027, -0.0029
Si, 1.3993, 1.3512, 30.9341, -0.0006, 0.0014, 0.0008
Si, 6.8147, 1.3793, 30.8693, -0.0005, -0.0018, -0.0003
Si, 4.1296, 4.0868, 30.9431, -0.0013, -0.0001, -0.0002
Si, 9.5503, 4.1215, 30.8589, 0.0015, -0.0001, 0.0004
Si, 1.3754, 6.8651, 30.8608, 0.0004, -0.0013, -0.0005
Si, 6.8652, 6.8083, 30.9251, 0.0005, 0.0007, 0.0009
Si, 4.0889, 9.5768, 30.8797, 0.0018, 0.0004, 0.0011
Si, 9.6054, 9.5499, 30.953, -0.0015, -0.0013, -0.0006
Si, 2.7496, -0.0302, 0.761, -0.0004, -0.0016, 0.0011
Si, 8.1536, -0.0024, 0.7127, 0.0003, 0.002, 0.0008
Si, -0.0286, 2.7515, 0.6856, -0.0011, -0.0005, -0.0006
Si, 5.4734, 2.6804, 0.7659, 0.0016, 0, 0.0011
Si, 2.7217, 5.508, 0.7139, 0.0006, 0.0016, 0.0013
Si, 8.2209, 5.432, 0.7494, -0.0006, -0.0001, -0.0009
Si, 0.0638, 8.1856, 0.7683, 0.0013, 0.0019, 0.001
Si, 5.4658, 8.2138, 0.7048, -0.0024, -0.0008, 0.0017
Si, 4.1348, 1.2823, 2.1525, -0.0032, -0.0009, 0.0025
Si, 9.5264, 1.3796, 2.0413, 0.0027, -0.0029, 0.0033
Si, 1.3239, 4.1343, 2.0589, 0.0023, -0.0022, -0.0001
Si, 6.8517, 4.0496, 2.1007, -0.0017, 0.0015, 0.0026
Si, 4.0566, 6.9151, 2.0943, 0.0041, -0.0009, 0.0037
Si, 9.6075, 6.8013, 2.0895, -0.0021, 0.0012, -0.0002
Si, 1.4345, 9.5301, 2.1624, 0.0013, -0.0002, 0.0039
Si, 6.7714, 9.5913, 2.13, -0.001, -0.0027, 0.0008
Si, -0.039, -0.0064, 3.3475, -0.0048, -0.0014, -0.017
Si, 5.3207, -0.1693, 3.6793, -0.0016, -0.0015, 0.0062
Si, 2.6883, 2.7107, 3.3431, -0.0034, -0.0047, -0.0174
Si, 8.1755, 2.6646, 3.5186, -0.0007, -0.0015, 0.001
Si, 0.004, 5.4768, 3.5396, 0.0004, 0.0016, 0.0044
Si, 5.4471, 5.4833, 3.3253, 0.0004, 0.0061, -0.0207
Si, 2.892, 8.3378, 3.673, 0.033, 0.0351, 0.0241
Si, 8.2112, 8.1849, 3.3763, 0.0013, 0.0013, -0.0098
Si, 1.3384, 1.3151, 4.6931, 0.0025, 0, 0.0047
Si, 6.8028, 1.2636, 4.9196, 0.0034, 0.0023, -0.0002
Si, 4.0578, 4.1171, 4.6327, 0.0009, 0.0011, 0.0142
Si, 9.5345, 4.0579, 4.8969, -0.0001, 0.0006, -0.01
Si, 1.3969, 6.9031, 4.9003, -0.0059, -0.0019, 0.0043
Si, 6.7842, 6.8493, 4.6908, -0.0026, 0, 0.0028
B, 4.1058, 9.5611, 4.9071, -0.0315, -0.0331, -0.0835
Si, 9.5679, 9.5682, 4.7362, 0.0005, 0, 0.0081
Si, 2.7831, -0.1064, 5.9695, -0.0189, 0.018, 0.0217
Si, 8.2255, -0.1347, 6.2664, 0.0007, -0.0006, -0.0021
Si, -0.0076, 2.6274, 6.1783, 0.0017, -0.0042, 0.0035
Si, 5.3817, 2.7775, 6.0671, 0.0016, 0.0031, -0.0003
Si, 2.75, 5.4218, 6.1383, -0.0021, -0.0021, -0.0024
Si, 8.0785, 5.4598, 6.1463, -0.0016, 0.0047, 0.0046
Si, -0.0069, 8.3017, 6.2272, -0.0005, -0.0012, -0.0028
Si, 5.3987, 8.2925, 6.0085, 0.0226, -0.0131, 0.0228
Si, 3.4783, 1.8629, 7.0981, 0.0038, -0.0062, 0.0065
Si, 10.0569, 0.8066, 7.4405, -0.0028, -0.0007, 0.0055
Si, 1.7945, 3.6121, 7.3131, 0.0008, 0.0053, 0.0069
Si, 6.1942, 4.5737, 7.3452, 0.0015, -0.0058, 0.0058
Si, 4.6389, 6.3817, 7.1821, -0.0039, 0.0063, 0.0086
Si, 9.1169, 7.2206, 7.2841, 0.0036, 0.0016, 0.0057
Si, 0.9745, 10.164, 7.4418, 0.0047, -0.0002, 0.0061
Si, 7.3109, 8.887, 7.4058, -0.0042, -0.0018, 0.0045
O, 4.5838, 6.6581, 8.8255, 0.0026, -0.0026, -0.0048
O, 1.4278, 3.9438, 8.9167, 0, -0.0033, -0.0077
O, 9.6891, 6.5677, 8.7125, -0.0013, 0.0001, -0.0046
O, 1.3341, 10.1128, 9.1025, -0.0027, 0.001, -0.0047
O, 6.083, 4.2663, 8.9977, -0.0008, 0.0043, -0.0076
O, 3.6854, 1.5721, 8.7103, -0.0031, 0.0031, -0.0031
O, 7.0825, 8.9539, 9.0806, 0.0022, -0.0017, -0.0024
O, 9.6769, 1.0742, 9.0489, 0.003, -0.0005, -0.0054
O, 8.2476, 2.5445, 22.7637, 0.0013, -0.0011, 0.0045
O, 10.9953, 5.5386, 22.6571, 0.0009, -0.0013, 0.0042
O, 5.6159, 0.0783, 22.6546, 0.0014, -0.0014, 0.0043
O, 5.284, 5.3908, 22.6414, -0.0013, 0.001, 0.004
O, 2.1549, 2.8092, 22.488, -0.0006, 0.0019, 0.005
O, 3.3308, 7.8615, 22.525, 0.0013, -0.0013, 0.0042
O, 8.3802, 8.7389, 22.4289, -0.0019, 0.0002, 0.0045
O, -0.1586, 11.2299, 22.7712, -0.0013, 0.0014, 0.0035
Si, 2.1436, 2.9739, 12.8612, 0.0001, -0.001, 0.0007
Si, 8.6774, 1.3012, 10.3052, -0.0016, 0.0002, 0.0039
Si, 1.0574, 4.4936, 15.3365, -0.0003, 0.0001, 0
Si, 7.5471, 5.5687, 12.1808, 0.0001, 0.0006, 0.0009
Si, 2.4174, 8.1779, 21.2238, -0.0009, 0.0006, -0.0018
Si, 5.4217, 7.781, 12.4277, 0.0005, 0, 0.0006
Si, 9.2688, 0.4569, 15.473, -0.0004, -0.0003, 0
Si, 2.9183, -0.0501, 16.6501, -0.0005, 0.0001, -0.0007
Si, 10.4479, 1.1663, 12.5737, 0.0008, -0.0004, 0.0005
Si, 7.7649, 2.826, 21.2532, -0.0002, 0.0006, -0.0023
Si, 9.14, 8.7837, 14.4264, -0.0009, 0.0004, 0.0002
Si, 1.4894, 4.7764, 10.3089, 0.0005, 0.0025, 0.0045
Si, 4.4798, 9.48, 19.1408, -0.0001, 0.0001, -0.0007
Si, 11.0752, 6.0919, 21.1315, 0, 0.0001, -0.0021
Si, 6.6194, 10.4434, 14.8228, 0.0001, 0.0002, -0.0004
Si, 5.3869, 0.7247, 21.1905, -0.0006, 0.0008, -0.002
Si, 2.3495, 9.8271, 10.3506, 0.0009, 0, 0.0019
Si, 0.4299, 10.6364, 21.4017, 0.0009, -0.0006, -0.001
Si, 5.8462, 5.2514, 21.1365, 0.0004, -0.0001, -0.0025
Si, 3.6605, 7.0925, 10.0614, -0.0021, 0.0009, 0.0019
Si, 9.0369, 5.6864, 14.8299, 0.0004, 0.0003, 0.0002
Si, 3.6562, 4.084, 19.0874, 0, 0.0006, -0.0011
Si, 10.0279, 3.6585, 19.326, 0.0001, -0.0004, -0.0007
Si, 4.262, 8.6594, 15.3269, 0, 0.0004, 0.0001
Si, 0.4518, 1.9124, 17.155, 0.0001, -0.0003, -0.0004
Si, 6.7941, 7.5307, 19.262, -0.0004, -0.0004, -0.0005
Si, 5.2558, 3.6184, 16.7315, 0.0001, 0.0002, 0
Si, 7.7821, 5.0113, 17.5282, -0.0004, -0.0006, -0.0003
Si, 6.6525, 9.9134, 10.3203, -0.0004, 0.0003, 0.0012
Si, 4.3654, 1.0642, 10.0607, 0.0008, -0.0008, 0.0031
Si, -0.0328, 9.0931, 11.8697, -0.0004, 0.0015, 0.0002
Si, 9.1025, 8.6295, 20.9598, 0.0006, -0.0004, -0.002
Si, 4.547, 1.664, 14.5636, 0.0003, -0.0004, -0.0003
Si, 2.4473, 2.0894, 21.0581, 0.0008, -0.0006, -0.0023
Si, 6.3292, 3.3526, 10.3179, 0.0001, -0.0026, 0.0047
Si, 3.429, 5.9133, 16.716, 0, 0.0001, -0.0003
Si, 9.879, 6.543, 10.312, -0.0006, 0.0008, 0.0027
O, 0.1138, 2.6182, 18.587, -0.0004, 0.0006, 0.0004
O, 2.9321, 9.6276, 15.5676, 0.0001, -0.0001, 0.0006
O, 10.8577, 4.8048, 20.1477, 0.0005, 0.0013, 0.001
O, 7.5674, 2.3988, 9.8822, 0.0006, 0.0003, -0.0007
O, 10.9396, 5.353, 10.7387, 0.0005, 0, -0.0005
O, 6.5953, 6.7255, 12.8455, -0.0002, 0.0001, -0.0001
O, 10.3271, 8.0637, 10.7519, -0.0001, -0.0013, -0.0004
O, 7.6724, 9.4585, 13.9742, 0, -0.0002, 0.0003
O, 8.4357, 6.2114, 10.9863, 0.0013, 0.0004, -0.0008
O, 5.3475, 10.4861, 20.0758, 0.0003, 0.001, 0.0009
O, 2.1664, 3.7565, 11.4208, -0.0005, 0.0016, -0.0019
O, 7.9787, 8.5402, 19.7704, 0.0009, 0.0003, 0.0008
O, 6.2062, 6.7298, 20.5606, -0.0004, -0.0008, 0.0006
O, 5.503, 2.7118, 15.3994, 0, 0, 0.0003
O, 1.3059, 0.9298, 20.7129, -0.0002, -0.0002, 0.0003
O, 6.064, 9.0475, 11.5938, 0.0003, 0.0008, -0.0002
O, 4.6174, 4.9838, 16.1021, -0.0001, 0, 0.0003
O, 6.5953, 3.8984, 17.624, 0.0002, 0.0001, -0.0001
O, 10.5031, 10.6667, 11.8076, 0.0005, -0.0013, 0.0005
O, 5.5788, 0.4973, 13.9787, -0.0001, 0, 0.0004
O, 8.0188, 5.1092, 15.9365, -0.0001, 0.0001, 0.0005
O, 9.7436, 9.8198, 15.5487, 0.0002, -0.0001, -0.0001
O, -0.4047, 5.1462, 15.1274, -0.0001, 0, 0.0003
O, 1.5727, 6.8298, 20.8161, -0.0001, 0, 0
O, 1.505, 0.6334, 17.1717, -0.0001, 0, 0
O, 6.6004, 1.7587, 20.8266, 0, 0, 0.0001
O, 0.9959, 1.8013, 12.8027, -0.0005, 0, 0.0004
O, 3.2399, 5.494, 18.3113, 0.0001, -0.0004, 0.0005
O, 9.5015, 2.0072, 11.5496, -0.0011, -0.0002, -0.0013
O, 1.0119, 3.1007, 16.1877, 0.0001, 0, 0.0001
O, 8.5662, 5.1239, 13.3799, -0.0007, 0.0001, -0.0006
O, 10.2851, 8.5696, 13.2834, 0.0008, -0.0001, -0.0007
O, 1.4464, 9.3993, 21.6828, -0.0002, 0.0002, -0.0003
O, 10.0768, 9.9353, 20.6254, -0.0001, -0.0001, 0.0002
O, 3.1735, 0.234, 10.8606, 0.0004, 0.0002, 0.0002
O, 5.0581, 2.3872, 10.7675, 0.0003, 0.0006, -0.0002
O, 1.7289, 4.1422, 13.9099, 0.0001, -0.0004, -0.0002
O, 7.9206, 10.8509, 10.7858, 0.0005, 0.0009, -0.0004
O, 9.1294, 4.4616, 18.2333, 0.0006, -0.0004, 0.0005
O, 5.6418, 9.4866, 15.7454, -0.0002, -0.0002, 0
O, 5.5216, -0.0215, 9.7337, 0.0001, 0, -0.0002
O, 3.5794, 2.306, 13.3871, -0.0004, 0.0003, 0.0004
O, 1.975, 5.6414, 16.037, 0.0001, -0.0002, 0.0001
O, 9.706, 1.0709, 14.0238, 0.0005, 0.0003, -0.0007
O, 4.4128, 6.9247, 11.4902, -0.0004, -0.0004, -0.0016
O, 4.7516, 4.4968, 20.2089, 0.0012, 0.0006, 0.001
O, 9.9547, 1.3312, 16.6396, 0.0001, 0.0001, -0.0001
O, 6.6845, 4.3025, 11.6126, -0.0005, -0.001, -0.0015
O, 5.5851, 8.4029, 18.587, 0, 0, 0.0002
O, 9.0704, 2.7352, 20.2761, -0.0011, -0.0003, 0.0009
O, 3.6079, 1.1264, 15.7776, 0, 0.0001, 0.0003
O, 4.2164, 3.0769, 17.899, -0.0004, -0.0002, 0.0006
O, 9.9211, 7.2173, 20.9045, 0, 0, -0.0001
O, 3.369, 8.6768, 9.8251, -0.0003, -0.0012, 0.0005
O, 3.9354, 7.4192, 16.3476, 0, 0, 0
O, 7.6342, 0.4745, 15.6835, 0.0001, 0.0001, 0.0002
O, 8.928, 7.3018, 15.0238, 0.0001, 0.0001, 0
O, 3.9342, 1.4443, 21.1547, 0.0003, -0.0001, 0.0001
O, 1.5896, 9.165, 11.6639, -0.0006, 0.0006, -0.0005
O, 2.3469, 6.1479, 10.1262, 0.0005, -0.0011, -0.0003
O, 7.3447, 6.4521, 18.1625, -0.0003, 0.0009, 0.0005
O, 7.2085, 4.3559, 21.1279, -0.0001, -0.0006, 0.0001
O, 4.5513, 8.2322, 13.7629, 0.0002, -0.0003, -0.0003
O, 3.3323, 8.6549, 19.965, -0.0009, -0.0007, 0.001
O, 2.4945, 3.2379, 19.8744, -0.0005, -0.0011, 0.001
O, 3.7386, 10.3514, 17.9668, 0.0006, -0.0005, 0.0009

Results
free energy: -130699.919 eV
free energy less fixed offsets of B -154.04, O -568.88, Si -635.61 eV per atom: 2.801 eV

The program warned: the cutoff lies below the one the program advises for these potential files; the forces do not sum to zero within the program's tolerance; the exchange-correlation potential is rough where the density is thin.
